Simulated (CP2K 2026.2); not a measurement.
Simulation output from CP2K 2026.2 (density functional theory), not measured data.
Periodic cell of 534 atoms, Si358O176, from a study of silicon, its oxide and their interface. The atomic structure is a simulated model.
Doubt: the forces sum to 0.96 eV/angstrom along one axis rather than to zero, so they err by at least 0.0018 eV/angstrom per atom on average; the grid cutoff is modest.

Settings
functional: PBE
method: Gaussian and plane waves
basis set: DZVP-MOLOPT-SR-GTH
pseudopotentials: GTH-PBE
grid cutoff: 400 Ry, relative cutoff 50 Ry
k points: Gamma only
occupations: fixed
spin: none
net charge: 0

Cell vectors (angstrom)
a 16.4025 0 0
b 0 16.4025 0
c 0 0 35.5446

Atoms and the computed forces on them: element, x, y, z (angstrom), force x, y, z (eV/angstrom)
Si 0.161 0.029 0.193 0.005 0.157 -0.015
Si 2.476 3.058 0.303 -0.001 -0.049 -0.103
Si 0.27 5.145 0.125 0.129 -0.227 -0.189
Si 3.298 7.598 -0.162 0.087 -0.217 0.259
Si 0.12 10.904 -0.007 0.007 0.048 0.167
Si 2.254 14.082 0.148 0.088 0.046 -0.133
Si 5.763 -0.312 0.025 0.041 -0.042 -0.034
Si 7.704 3.042 -0.139 -0.081 0.113 0.156
Si 5.524 5.382 0.21 0.049 -0.05 -0.127
Si 7.942 8.559 -0.262 0.138 -0.192 0.061
Si 5.622 10.785 -0.17 -0.249 0.114 -0.105
Si 7.911 13.83 0.009 0.013 0.217 0.043
Si 11.225 -0.025 -0.002 -0.144 -0.269 0.064
Si 13.291 2.921 0.166 0.277 0.223 0.011
Si 11.09 5.171 0.093 0.165 0.111 0.001
Si 13.382 8.494 -0.073 0.052 -0.047 0.075
Si 11.319 10.888 -0.183 0.061 -0.096 0.217
Si 13.559 14.206 -0.089 -0.258 -0.061 0.218
Si 1.35 1.463 1.606 0.095 -0.02 -0.395
Si 4.106 4.155 1.594 -0.119 -0.201 -0.258
Si 1.522 6.747 1.322 0.052 0.048 -0.316
Si 4.094 9.502 1.159 0.123 -0.047 -0.168
Si 1.225 12.425 1.437 -0.015 -0.198 -0.285
Si 4.053 15.07 1.351 -0.039 0.042 -0.196
Si 6.809 1.376 1.328 -0.098 0.026 -0.137
Si 9.453 4.038 1.337 -0.152 -0.065 -0.347
Si 6.942 6.904 1.266 -0.001 0.231 -0.191
Si 9.591 9.685 1.11 0.093 0.033 -0.27
Si 6.705 12.328 1.325 0.031 -0.121 -0.185
Si 9.577 15.076 1.228 0.098 -0.005 -0.329
Si 12.202 1.415 1.571 0.071 -0.019 -0.206
Si 15.02 4.05 1.409 -0.161 -0.017 -0.326
Si 12.235 6.887 1.3 0.073 -0.032 -0.264
Si 15.088 9.526 1.301 -0.067 0.067 -0.279
Si 12.451 12.428 1.223 0.023 0.09 -0.349
Si 14.956 15.254 1.475 0.155 0.018 -0.304
Si -0.082 2.758 2.888 -0.109 -0.014 0.14
Si 2.78 0.056 2.814 0.051 -0.035 0.058
Si 0.053 8.147 2.645 0.049 -0.081 -0.071
Si 2.753 5.511 2.885 -0.054 0.053 0.186
Si -0.111 13.759 2.795 -0.131 0.122 0.121
Si 2.688 10.915 2.599 0.075 -0.069 -0.107
Si 5.463 2.685 2.796 -0.012 -0.105 0.027
Si 8.232 0.032 2.677 0.038 0.002 -0.038
Si 5.504 8.247 2.651 0.05 0.088 -0.036
Si 8.226 5.525 2.691 0.038 0.017 0.068
Si 5.357 13.643 2.72 -0.061 0.034 0.105
Si 8.216 10.993 2.59 -0.034 -0.067 0.068
Si 10.772 2.736 2.812 -0.118 0.005 0.146
Si 13.621 0.114 2.884 0.063 0.035 0.179
Si 10.861 8.266 2.618 -0.091 0.048 -0.006
Si 13.655 5.526 2.688 -0.005 0.004 0.005
Si 10.945 13.69 2.621 0.078 0.003 -0.074
Si 13.741 10.995 2.648 0.041 0.016 -0.026
Si 1.34 4.13 4.186 0.039 0.02 -0.026
Si 4.12 1.375 4.208 0.014 -0.001 -0.014
Si 1.365 9.561 4.023 -0.06 0.035 0.049
Si 4.165 6.909 4.127 -0.126 0.049 -0.059
Si 1.353 15.071 4.126 0.024 -0.031 -0.092
Si 4.032 12.244 4.062 0.051 0.052 0.011
Si 6.84 4.14 4.076 0.037 -0.053 -0.073
Si 9.501 1.341 4.183 0.01 0.019 -0.014
Si 6.871 9.62 4.026 -0.024 -0.093 -0.141
Si 9.57 6.889 4.068 -0.016 0.013 0.01
Si 6.815 15.032 4.021 -0.049 0.045 -0.051
Si 9.576 12.324 4.009 -0.002 0.037 -0.006
Si 12.25 4.146 4.07 0.006 0.024 -0.108
Si 14.997 1.406 4.265 0.01 0.027 -0.039
Si 12.289 9.619 3.977 0.026 0.011 -0.018
Si 15.055 6.849 4.067 -0.038 -0.087 0.001
Si 12.254 15.035 4.103 -0.017 -0.001 -0.063
Si 15.004 12.325 4.137 -0.024 -0.001 -0.019
Si -0.001 -0.028 10.925 0.011 0.019 0.003
Si 2.738 2.72 10.939 -0.007 -0.023 0.005
Si 0.001 5.481 10.934 -0.009 -0.006 0.001
Si 2.729 8.216 10.935 -0.013 -0.008 0.002
Si 0.003 10.935 10.926 -0.005 -0.013 -0.001
Si 2.734 13.648 10.927 0.003 0.01 0.004
Si 5.457 -0.032 10.935 0.012 0.017 0.008
Si 8.188 2.722 10.925 0.006 -0.014 0.002
Si 5.469 5.473 10.937 -0.004 -0.023 -0.002
Si 8.189 8.213 10.927 0.012 -0.012 -0.003
Si 5.449 10.927 10.931 0.008 0.015 0
Si 8.166 13.641 10.936 0.024 0.013 0
Si 10.916 -0.017 10.924 -0.006 0.029 -0.001
Si 13.663 2.733 10.915 0.017 -0.024 -0.005
Si 10.916 5.476 10.915 0.014 -0.001 -0.009
Si 13.654 8.208 10.931 0.027 -0.002 -0.001
Si 10.912 10.923 10.941 0.015 -0.005 0.001
Si 13.656 13.647 10.931 0.018 -0.002 0.005
Si 1.382 1.32 12.292 -0.051 -0.002 -0.003
Si 4.12 4.084 12.305 -0.002 0.021 -0.007
Si 1.371 6.846 12.303 0.004 -0.011 -0.014
Si 4.08 9.583 12.317 -0.003 -0.049 0.006
Si 1.38 12.284 12.303 -0.009 0.016 0.002
Si 4.105 14.989 12.308 -0.02 0.04 0.008
Si 6.833 1.334 12.285 -0.007 0.023 -0.013
Si 9.56 4.096 12.273 -0.01 -0.007 -0.005
Si 6.827 6.849 12.303 0.02 -0.001 0.006
Si 9.536 9.569 12.32 0.007 -0.021 0.005
Si 6.801 12.278 12.316 -0.036 -0.016 0.006
Si 9.537 15.016 12.281 0.023 -0.019 -0.005
Si 12.311 1.34 12.27 0.01 0.047 0.003
Si 15.039 4.091 12.28 0.015 0.012 -0.005
Si 12.274 6.838 12.284 -0.007 -0.05 -0.016
Si 15.04 9.566 12.283 -0.011 0.011 -0.024
Si 12.289 12.282 12.303 -0.023 0.009 -0.001
Si 15.045 14.996 12.297 -0.024 0.008 0.01
Si 0.009 2.698 13.627 -0.006 -0.007 -0.001
Si 2.743 -0.058 13.675 0.021 0.005 -0.004
Si 0.013 8.232 13.663 -0.043 -0.026 0.028
Si 2.75 5.468 13.65 -0.021 -0.026 0.015
Si 0.018 13.632 13.675 0.01 -0.001 -0.013
Si 2.73 10.947 13.718 -0.049 0.004 -0.008
Si 5.493 2.696 13.663 0.034 -0.061 0.029
Si 8.16 -0.055 13.664 -0.01 0.069 0.022
Si 5.454 8.22 13.672 -0.024 0.018 -0.047
Si 8.2 5.462 13.647 -0.003 -0.019 0.003
Si 5.434 13.614 13.713 0.053 0.01 -0.01
Si 8.15 10.919 13.7 0.022 0.009 0
Si 10.933 2.709 13.608 0.023 -0.019 -0.014
Si 13.667 -0.04 13.646 0.049 0.015 0.009
Si 10.903 8.187 13.67 0.004 -0.004 0.017
Si 13.654 5.465 13.619 -0.002 0.006 -0.007
Si 10.898 13.652 13.643 -0.007 0.042 -0.014
Si 13.672 10.909 13.658 0.059 -0.047 0.003
Si 1.401 4.049 14.973 -0.014 0.024 -0.024
Si 4.144 1.29 15.019 0.022 0.053 -0.013
Si 1.352 9.596 15.085 0.039 -0.025 0.053
Si 4.105 6.846 15.027 0.009 -0.017 0.032
Si 1.404 14.961 15.067 -0.065 -0.002 0.027
Si 4.08 12.28 15.149 0.005 0.019 0.139
Si 6.875 4.072 15.018 0.013 0.035 -0.015
Si 9.581 1.317 14.953 0 0.035 0.007
Si 6.765 9.577 15.097 -0.004 -0.075 0.071
Si 9.529 6.825 15.049 0.019 -0.009 0.058
Si 6.803 14.973 15.07 -0.047 -0.02 -0.001
Si 9.512 12.321 15.024 0.024 -0.018 0.012
Si 12.296 4.076 14.968 0.026 -0.009 0.053
Si 15.061 1.317 14.997 0.001 0 -0.011
Si 12.294 9.545 15.014 -0.039 0.025 0.016
Si 15.016 6.849 14.962 0.022 -0.03 -0.017
Si 12.283 14.994 15.003 -0.056 -0.061 0.015
Si 15.062 12.246 15.029 -0.034 0.055 0.025
Si 0.052 -0.037 16.37 -0.009 -0.069 -0.005
Si 2.81 2.697 16.333 -0.003 -0.05 -0.046
Si -0.014 5.437 16.233 -0.023 0.01 0.197
Si 2.766 8.237 16.411 -0.068 0.02 0.105
Si -0.018 10.939 16.515 0.023 -0.008 0.017
Si 2.703 13.62 16.572 0.083 0.021 0.037
Si 5.418 -0.114 16.46 0.05 -0.008 0.089
Si 8.3 2.701 16.342 0.025 -0.094 0.038
Si 5.487 5.449 16.348 0.041 0.005 -0.042
Si 8.108 8.163 16.431 0.002 0.118 0.017
Si 5.441 10.932 16.572 -0.08 0.008 0.021
Si 8.16 13.635 16.477 0.007 -0.008 0.038
Si 10.878 -0.068 16.352 0.071 0.105 0.059
Si 13.641 2.663 16.309 -0.016 0.081 0.14
Si 10.954 5.445 16.358 -0.057 -0.046 -0.064
Si 13.667 8.179 16.386 0.02 -0.05 0.018
Si 10.909 10.952 16.314 -0.002 -0.028 0.085
Si 13.657 13.599 16.33 0.071 0.015 0.073
Si 1.523 1.289 17.689 0.054 -0.059 0.006
Si 4.185 4.05 17.69 0.015 0.016 0.061
Si 1.337 6.801 17.599 -0.13 -0.14 -0.145
Si 4.053 9.55 17.968 -0.032 -0.064 0.113
Si 1.332 12.263 18.007 0.041 0.016 0.04
Si 4.044 14.985 18.019 -0.001 0.005 0.172
Si 6.951 1.253 17.619 0.071 -0.02 -0.169
Si 9.694 4.032 17.758 0.066 -0.104 0.068
Si 6.769 6.743 17.834 -0.046 0.095 0.068
Si 9.5 9.635 17.655 -0.146 0.116 -0.19
Si 6.811 12.331 17.957 -0.066 0.038 -0.051
Si 9.554 15.005 17.811 -0.054 -0.011 -0.055
Si 12.255 1.29 17.687 -0.053 -0.022 -0.207
Si 15.039 4.06 17.6 0.048 0.181 -0.207
Si 12.296 6.802 17.732 0.147 -0.065 0.026
Si 14.964 9.548 17.815 0.016 0.072 0.046
Si 12.283 12.255 17.727 0 -0.06 0.012
Si 15.035 14.972 17.657 0.012 -0.089 -0.184
Si 0.099 2.679 18.825 -0.093 0.134 0.187
Si 2.677 0.074 19.408 0.102 -0.02 0.297
Si -0.031 8.102 19.02 -0.046 -0.157 0.024
Si 2.715 5.429 18.909 -0.134 -0.029 0.024
Si -0.132 13.723 19.215 -0.122 0.006 0.214
Si 2.632 10.834 19.499 0.035 -0.185 0.255
Si 5.649 2.626 18.904 -0.034 0.104 0.27
Si 8.194 -0.022 19.171 -0.074 0.035 0.152
Si 5.388 8.078 19.33 -0.089 -0.018 0.236
Si 8.242 5.325 19.072 -0.097 -0.159 0.375
Si 5.455 13.618 19.479 -0.025 0.055 0.146
Si 8.26 10.967 19.214 0.208 -0.023 0.297
Si 11.067 2.635 19.201 0.023 0 0.264
Si 13.657 -0.076 18.945 -0.059 -0.061 0.39
Si 10.836 8.233 18.9 0.047 -0.027 0.242
Si 13.673 5.353 19.05 0.015 -0.131 0.053
Si 11.004 13.689 19.106 0.097 0.044 0.272
Si 13.517 10.843 19.212 -0.04 0.058 0.215
Si 1.18 4.232 20.187 0.151 -0.109 0.319
Si 4.511 1.366 20.486 -0.145 -0.021 -0.262
Si 1.285 9.081 20.658 0.258 -0.013 -0.304
Si 3.632 6.794 20.545 0.177 0.265 -0.276
Si 0.741 15.478 20.628 -0.067 0.431 -0.286
Si 4.023 12.226 20.94 0.16 -0.068 -0.429
Si 7.182 3.656 20.402 0.126 0.332 -0.116
Si 9.422 1.493 20.51 0.033 0.12 0.077
Si 7.204 9.207 20.423 -0.059 -0.112 0.187
Si 9.411 6.962 20.233 0.113 -0.14 0.234
Si 6.602 15.412 20.681 -0.141 0.102 -0.124
Si 9.888 12.253 20.575 -0.014 -0.062 -0.242
Si 12.945 3.574 20.433 -0.05 0.177 0.027
Si 15.113 1.337 20.06 0.027 -0.034 0.182
Si 11.747 9.712 20.485 0.118 -0.067 0.045
Si 15.274 6.472 20.301 -0.185 -0.023 0.428
Si 12.566 14.876 20.485 -0.023 0.052 -0.099
Si 14.615 12.523 20.473 -0.015 0.117 -0.087
Si 3.927 -2.316 24.974 0.136 -0.048 0.354
Si 3.564 3.321 24.778 -0.147 -0.022 0.31
Si 1.427 4.526 23.165 -0.087 0.014 0.249
Si 2.085 7.166 29.816 0.035 -0.078 -0.158
Si -1.059 10.378 22.626 -0.111 -0.086 0.138
Si 4.975 11.482 23.871 -0.077 0.018 0.43
Si 6.2 -0.5 27.437 0.088 0.079 0.186
Si 11.38 0.432 22.704 0.059 0.153 -0.072
Si 4.808 4.106 22.082 0.069 0.044 0.046
Si 5.837 12.753 29.879 0.074 0.106 -0.233
Si 7.463 10.856 22.989 0.119 -0.304 0.475
Si 8.196 13.672 22.709 0.022 -0.087 0.047
Si 5.592 3.711 29.439 -0.062 -0.004 -0.055
Si 12.163 3.297 23.205 -0.065 0.149 0.387
Si 12.956 6.854 24.834 -0.027 0.07 0.323
Si 7.96 5.343 26.247 0.049 -0.019 0.106
Si 10.975 7.521 22.623 0.049 -0.059 0.101
Si 18.034 15.664 27.676 0.056 0.005 0.138
Si 1.687 7.222 24.222 -0.062 -0.086 0.289
Si 1.452 9.133 33.615 0.1 0.218 -0.279
Si -2.665 12.893 30.771 -0.072 0.038 -0.318
Si 2.032 13.702 22.683 -0.085 0.015 0.195
Si 2.823 9.723 25.324 -0.048 -0.21 0.204
Si 4.067 16.905 25.968 -0.048 0.155 0.167
Si 4.575 1.336 30.879 -0.086 -0.065 -0.328
Si 9.837 3.37 24.995 -0.014 0.068 0.185
Si 4.901 5.118 26.86 -0.012 0.008 0.049
Si 13.858 11.787 26.967 -0.071 -0.124 0.021
Si 13.04 20.049 28.835 0.095 0.055 -0.116
Si 10.722 17.994 28.327 0.082 0.002 -0.027
Si 10.301 0.489 25.592 -0.131 0.254 0.265
Si 12.991 9.896 24.578 -0.053 -0.17 0.353
Si 15.496 6.317 23.319 -0.03 -0.082 0.168
Si 17.198 11.669 24.455 0.095 0.042 0.482
Si 16.511 16.971 30.088 0.115 0.085 -0.069
Si 16.206 13.504 26.645 0.023 0.089 0.176
Si -3.028 6.607 29.641 0.25 -0.056 -0.096
Si -0.414 6.037 30.858 0.059 -0.235 -0.473
Si -0.462 11.764 28.895 -0.005 -0.225 0.036
Si 8.389 3.558 28.649 0.106 -0.04 -0.062
Si 3.86 13.812 27.961 0.046 -0.135 0.084
Si 2.385 -0.475 31.735 0.053 0.175 -0.284
Si 12.489 4.242 25.99 0.028 0.174 0.158
Si 4.313 8.926 30.616 0.008 -0.062 -0.324
Si 9.839 9.636 24.437 0.107 -0.114 0.239
Si -1.044 19.413 30.879 0.213 0.133 -0.367
Si 8.393 14.41 25.87 -0.004 0.093 0.452
Si 9.861 5.068 32.924 -0.037 0.111 -0.293
Si 7.654 5.134 30.926 -0.012 -0.037 -0.277
Si 7.335 8.169 29.826 -0.16 -0.062 -0.242
Si 9.335 14.355 31.075 -0.035 0.251 -0.181
Si 9.409 12.069 33.276 -0.033 0.159 -0.006
Si 13.828 16.02 31.262 -0.056 0.038 -0.4
Si -4.818 11.454 28.944 0.051 0.057 -0.069
Si 2.163 -3.304 32.802 0.015 0.094 -0.237
Si -0.944 7.188 33.657 -0.153 -0.209 -0.134
Si 2.894 7.262 26.859 -0.063 0.021 0.106
Si -1.6 17.65 33.489 0.121 0.05 -0.094
Si 4.602 11.225 32.38 -0.002 -0.099 -0.228
Si 1.574 9.845 30.446 0.116 0.022 -0.455
Si 3.901 1.226 33.632 -0.101 0.092 -0.041
Si 8.875 8.248 26.952 0.005 -0.11 0.204
Si 8.967 9.027 32.451 0.099 -0.204 -0.321
Si 6.802 15.676 30.323 0.021 0.013 -0.095
Si 10.917 16.728 31.015 0.18 -0.125 -0.274
Si 11.167 7.301 31.294 0.095 0.107 -0.19
Si 11.398 8.299 28.612 -0.038 -0.04 -0.16
Si 8.753 12.793 28.561 -0.074 0.094 -0.033
Si 9.799 18.405 33.362 0.061 -0.194 -0.058
Si 15.359 12.626 33.354 0.055 -0.021 -0.128
O -0.289 0.917 34.402 -0.017 -0.176 0.102
O -2.716 1.928 34.451 -0.062 0.002 0.222
O -0.508 5.781 34.353 0.064 0.076 0.031
O 8.313 2.238 34.052 -0.3 -0.025 0.19
O -3.6 7.257 31.064 -0.124 -0.028 0.127
O -0.827 7.036 32.052 -0.004 0.395 0.352
O 2.713 8.142 33.922 -0.075 -0.152 -0.291
O 1.483 10.384 34.687 -0.126 0.027 0.183
O -0.959 11.345 34.355 -0.143 -0.196 0.238
O -2.083 12.238 32.149 0.18 -0.249 0.348
O 3.077 11.845 32.255 -0.09 -0.172 -0.027
O 2.758 13.398 34.284 0.263 -0.095 0.191
O 2.533 -2.09 31.767 0.141 -0.094 -0.007
O 1.387 4.043 35.038 -0.072 -0.013 0.805
O 6.862 -1.417 34.929 0.009 0.141 0.596
O 6.512 4.201 34.974 0.159 -0.23 0.295
O 1.088 8.462 29.728 -0.204 -0.036 -0.093
O 4.432 6.406 34.926 -0.239 0.208 0.291
O 8.404 8.145 33.72 -0.135 -0.245 0.423
O 6.723 9.628 34.964 0.124 -0.088 0.23
O 5.137 11.444 33.906 0.279 0.049 0.438
O 4.629 9.6 32.075 -0.089 -0.077 0.41
O 8.443 12.882 34.308 0.099 -0.157 0.046
O 5.17 16.804 34.215 -0.061 0.188 0.129
O 4.367 2.066 32.316 -0.169 -0.13 0.367
O 10.648 1.021 34.376 0.158 -0.092 0.136
O 12.315 4.139 35.096 -0.301 0.032 0.476
O 10.764 5.821 31.803 -0.241 -0.186 0.145
O 10.522 8.498 32.21 -0.147 0.193 0.194
O 10.188 5.775 34.36 -0.008 0.005 0.347
O 13.979 7.663 34.158 0.016 -0.133 -0.123
O 12.519 16.995 31.135 0.081 -0.018 0.013
O 9.41 12.968 31.911 0.266 -0.403 0.28
O 10.846 11.792 34.026 -0.041 0.072 0.142
O 14.613 13.802 34.227 -0.266 -0.022 0.059
O 12.343 15.269 34.909 0.131 -0.169 0.176
O 2.226 5.973 23.312 -0.062 0.116 -0.258
O 1.697 3.805 21.725 0.196 -0.149 -0.318
O 4.207 2.668 21.5 -0.261 -0.12 -0.125
O 3.8 1.722 24.946 -0.171 -0.003 -0.326
O 2.464 7.911 21.149 -0.054 0 -0.254
O -1.244 11.796 21.847 0.245 0.134 0.033
O 4.23 5.543 21.491 -0.008 0.172 0.053
O 3.887 4.02 26.216 -0.192 -0.092 0.053
O 4.519 11.366 22.292 -0.181 0.148 -0.371
O 0.953 14.773 22.111 0.176 -0.258 0.329
O 6.433 10.852 24.24 0.028 -0.082 -0.058
O 3.132 13.516 21.491 -0.198 0.273 -0.161
O 6.412 4.187 21.767 -0.252 -0.009 0.02
O 8.314 2.621 21.037 0.01 -0.061 -0.251
O 8.418 -2.536 24.328 0.154 -0.181 -0.333
O 9.992 0.807 21.915 0.032 0.08 -0.235
O 8.987 10.669 23.509 -0.02 0.143 -0.083
O 6.895 9.755 21.951 -0.194 0.205 0.06
O 10.245 6.482 21.601 -0.046 -0.049 -0.235
O 8.283 8.013 20.826 -0.109 0.288 -0.508
O 7.419 14.956 22.062 0.008 -0.125 -0.017
O 5.534 16.625 21.194 -0.047 -0.091 -0.311
O 9.569 13.284 21.873 0.243 0.011 0.014
O 10.904 11.028 21.085 -0.019 -0.057 -0.413
O 14.414 6.261 24.504 0.279 -0.261 -0.024
O 12.562 4.211 21.922 -0.093 -0.13 -0.229
O 14.205 2.522 20.823 -0.508 0.213 -0.382
O 16.062 0.321 21.017 0.263 -0.129 -0.474
O 13.844 9.865 23.152 0.25 -0.197 -0.433
O 11.801 8.672 21.787 0.264 0.354 0.131
O 16.481 5.389 20.547 0.003 0.204 0.064
O 14.815 6.748 21.896 0.133 -0.048 -0.466
O 13.569 13.684 21.057 0.081 -0.021 -0.274
O 12.089 15.621 21.887 -0.134 -0.047 -0.065
O 19.01 14.314 24.066 -0.135 0.107 -0.105
O 16.067 10.61 24.049 0.025 -0.257 -0.173
O 2.682 0.151 26.787 0.058 0.154 0.008
O 0.418 -1.397 26.784 -0.18 -0.058 -0.123
O 4.559 4.015 23.69 0.25 0.208 -0.243
O 2.001 3.538 24.335 -0.101 -0.086 0.038
O -4.698 9.837 29.04 0.316 0.086 0.136
O 0.151 7.486 23.776 0.142 -0.062 -0.134
O 0.556 10.988 29.9 0.196 0.067 0.034
O 3.034 8.893 26.721 0.022 -0.005 0.138
O 0.467 12.601 27.849 0.178 0.162 -0.09
O -0.012 9.493 21.685 0.39 0.052 0.038
O 1.537 12.184 23.082 0.083 -0.081 -0.152
O 4.966 13.079 24.241 0.168 -0.014 -0.073
O 6.984 -1.261 26.232 -0.109 0.144 -0.02
O 5.399 0.842 26.901 0.151 -0.278 0.051
O 4.532 2.516 29.758 -0.156 0.076 0.172
O 12.356 1.742 22.75 0.284 -0.274 -0.067
O 6.369 5.052 26.182 0.072 0.049 -0.245
O 4.362 6.628 26.561 -0.048 0.166 0.143
O 9.505 15.571 26.071 0.188 0.145 0.221
O 13.662 11.006 25.559 0.208 -0.066 -0.015
O 7.283 12.355 22.366 0.01 0.237 -0.107
O 8.578 4.83 27.658 0.212 0.179 -0.036
O 11.749 19.083 28.946 -0.225 0.14 0.275
O 8.289 6.937 26.168 -0.106 0.098 -0.192
O 9.274 2.308 28.162 -0.222 -0.141 -0.289
O 8.618 4.443 25.049 -0.07 -0.152 -0.191
O 10.579 3.545 23.554 -0.037 -0.201 -0.37
O 16.24 4.851 23.357 -0.05 -0.13 0.068
O 12.41 5.88 26.021 -0.206 0.148 -0.228
O 13.04 3.653 24.555 -0.025 -0.031 -0.283
O 16.624 12.994 25.17 0.226 -0.056 -0.223
O 9.904 8.194 23.671 0.147 -0.071 -0.018
O 12.018 6.672 23.522 0.007 -0.223 -0.112
O 11.374 10.235 24.519 0.073 0.298 -0.121
O 20.923 15.587 25.118 -0.032 -0.216 -0.391
O 14.222 19.393 29.717 -0.052 -0.167 -0.013
O 3.332 2.272 34.7 0.225 0.094 0.086
O 2.51 8.631 24.127 0.097 -0.109 -0.356
O 1.769 6.744 25.794 0.033 -0.103 -0.123
O 4.917 4.839 28.473 0.09 0.071 0.013
O 2.442 6.72 28.309 0.259 0.018 -0.082
O -1.397 6.475 29.614 0.022 0.125 0.169
O 2.478 14.509 28.501 -0.155 -0.028 -0.042
O 4.085 10.587 24.87 0.26 0.06 -0.284
O 3.559 13.374 26.411 -0.254 -0.071 -0.214
O 0.511 12.921 32.831 -0.275 0.11 -0.016
O 4.991 14.954 27.93 0.052 -0.012 0.038
O 0.858 16.628 28.709 -0.046 0.264 -0.008
O 10.946 3.715 26.168 -0.144 -0.261 0.001
O 6.843 3.038 28.629 -0.07 -0.129 0.037
O 7.453 6.568 30.152 0.17 -0.152 -0.016
O 6.175 4.406 30.819 -0.073 0.137 0.197
O 3.468 7.501 30.652 -0.024 -0.03 0.164
O 3.173 9.986 29.984 0.098 0.201 -0.029
O 8.664 13.217 26.977 0.145 -0.176 -0.15
O 5.995 16.944 30.925 -0.011 0.176 0.253
O 10.531 16.823 29.436 -0.192 -0.172 0.184
O 11.2 17.336 26.904 0.125 -0.157 -0.141
O 13.421 20.152 27.237 0.138 0.123 -0.093
O 8.079 15.39 31.307 0.017 0.129 0.116
O 11.136 0.031 24.27 0.247 -0.285 -0.206
O 9.369 1.804 25.2 -0.215 -0.084 -0.273
O 13.066 8.412 25.286 -0.155 0.15 -0.143
O 10.468 8.083 27.308 0.186 0.075 -0.018
O 8.967 9.465 25.838 -0.119 0.041 -0.204
O 8.114 8.914 31.052 0.193 0.326 0.242
O 14.371 16.242 32.783 -0.193 -0.176 0.141
O 18.067 10.833 25.552 -0.282 0.112 -0.034
O 14.952 16.471 30.146 -0.263 0.06 -0.053
O 16.619 18.597 30.238 0.061 0.086 0.048
O 12.707 21.529 29.427 -0.065 0.064 0.262
O 14.994 18.711 32.284 0.068 -0.206 0.155
O -4.04 12.14 30.239 0.154 -0.016 0.222
O -3.54 7.585 28.435 0.067 0.016 0.073
O 1.11 -1.214 35.18 0.308 -0.209 0.441
O -0.707 4.519 31.297 -0.189 -0.017 0.132
O -1.832 13.265 26.734 0.136 0.202 0.084
O -4.027 12.005 27.621 0.069 -0.019 0.074
O 0.079 8.38 34.051 0.115 -0.085 0.391
O 3.384 0.231 30.626 -0.151 0.117 -0.119
O 0.845 16.256 31.349 -0.182 -0.311 0.199
O -1.547 10.906 27.976 -0.158 0.045 -0.069
O 1.184 6.012 30.509 -0.108 -0.135 0.295
O 7.16 -0.324 28.756 -0.124 -0.023 -0.111
O 2.746 0.156 33.194 -0.077 0.02 0.133
O 5.931 -2.103 30.386 -0.208 -0.061 -0.028
O 7.254 12.32 29.107 -0.132 -0.237 0.197
O 1.425 9.645 32.064 -0.171 -0.024 0.591
O -1.408 12.796 29.731 0.102 0.143 -0.105
O 5.742 8.665 29.824 -0.114 0.2 -0.022
O 5.579 11.858 31.214 0.031 -0.014 0.112
O 4.518 12.622 28.878 -0.156 0.122 0.07
O 9.246 14.044 29.476 0.262 -0.005 -0.095
O 7.978 8.515 28.328 -0.221 0.197 -0.102
O 8.727 4.159 30.132 -0.098 0.178 0.004
O 10.552 7.545 29.793 0.066 -0.084 0.048
O 8.284 5.241 32.436 -0.021 0.16 0.037
O 10.343 3.52 33.093 -0.034 0.019 -0.259
O 8.868 10.591 32.876 -0.228 0.08 0.105
O 12.376 9.68 34.84 -0.048 0.041 0.354
O 9.967 11.706 28.769 0.025 -0.025 0.181
O 9.946 17.708 31.884 -0.363 0.251 0.254
O 10.671 15.18 31.473 -0.109 -0.14 0.184
O 13.419 14.474 30.985 0.05 0.001 0.195
Si 0.001 0.007 5.533 -0.019 0.049 0.013
Si 2.727 2.757 5.52 -0.031 -0.043 0.023
Si -0.027 5.502 5.509 -0.014 0.01 -0.012
Si 2.735 8.244 5.452 0.072 -0.004 -0.032
Si 0.001 10.925 5.434 0.018 0.03 -0.056
Si 2.707 13.646 5.454 -0.061 -0.028 -0.05
Si 5.495 -0.031 5.486 -0.01 0.029 -0.028
Si 8.162 2.763 5.492 0.011 -0.012 -0.02
Si 5.487 5.492 5.471 -0.026 -0.007 0.004
Si 8.19 8.236 5.432 -0.003 -0.009 -0.049
Si 5.468 10.937 5.42 0.002 0.001 -0.056
Si 8.192 13.671 5.404 0.04 -0.001 -0.079
Si 10.905 -0.018 5.5 -0.007 0.012 -0.007
Si 13.595 2.799 5.515 0.031 -0.044 0.004
Si 10.92 5.515 5.456 0.01 0.033 -0.045
Si 13.65 8.24 5.392 0.054 0.035 -0.079
Si 10.93 10.954 5.403 -0.004 -0.009 -0.101
Si 13.623 13.679 5.484 -0.007 -0.029 -0.017
Si 1.369 1.379 6.881 0.014 -0.005 -0.006
Si 4.11 4.13 6.851 -0.023 0.013 -0.01
Si 1.371 6.87 6.835 -0.029 -0.022 -0.005
Si 4.109 9.59 6.817 -0.038 -0.013 0.019
Si 1.347 12.287 6.825 0.017 0.009 -0.014
Si 4.095 15.007 6.82 0.041 -0.012 -0.01
Si 6.824 1.367 6.854 -0.038 0.031 0.019
Si 9.559 4.13 6.829 0.002 -0.018 -0.024
Si 6.846 6.864 6.824 -0.006 -0.022 0.006
Si 9.566 9.593 6.789 0.006 -0.021 0.029
Si 6.831 12.307 6.788 -0.026 0.015 -0.009
Si 9.535 15.01 6.833 0.005 0.03 0.011
Si 12.264 1.374 6.855 0.005 0.018 -0.022
Si 15.006 4.133 6.867 -0.028 0.031 0.005
Si 12.303 6.878 6.805 -0.007 -0.052 -0.013
Si 15.019 9.573 6.8 -0.032 -0.004 -0.017
Si 12.27 12.293 6.826 -0.003 0.048 0.03
Si 15.01 15.029 6.852 0.035 -0.004 -0.014
Si -0.015 2.75 8.218 0.002 -0.028 0.006
Si 2.741 -0.019 8.203 -0.038 0.028 0.008
Si -0.017 8.22 8.191 0.022 0.002 -0.008
Si 2.732 5.493 8.208 0.006 -0.015 0.003
Si -0.016 13.652 8.196 -0.026 -0.009 0.016
Si 2.731 10.936 8.186 0.029 0.027 0.015
Si 5.457 2.737 8.212 -0.003 -0.026 0.01
Si 8.188 -0.013 8.205 0.023 0.014 0.002
Si 5.463 8.214 8.19 -0.014 -0.034 -0.003
Si 8.195 5.49 8.198 0.001 0 0
Si 5.464 13.648 8.181 -0.006 0.025 0.005
Si 8.19 10.941 8.17 0.014 -0.006 -0.012
Si 10.906 2.748 8.205 0.007 -0.012 0.006
Si 13.648 0.001 8.208 0.017 0.025 0.011
Si 10.922 8.228 8.174 0.021 0.008 -0.007
Si 13.644 5.507 8.207 0.048 -0.015 -0.001
Si 10.905 13.649 8.202 -0.001 -0.016 -0.001
Si 13.653 10.932 8.183 0.01 0.002 -0.003
Si 1.371 4.11 9.576 -0.013 0.013 0
Si 4.1 1.35 9.572 -0.008 0.01 0.012
Si 1.364 9.574 9.555 -0.025 -0.01 -0.006
Si 4.104 6.851 9.574 -0.012 -0.002 0.006
Si 1.366 15.011 9.557 0 0.005 -0.004
Si 4.098 12.291 9.554 -0.012 -0.007 0.01
Si 6.833 4.109 9.564 0 -0.007 -0.011
Si 9.555 1.36 9.563 0.015 0.025 0.002
Si 6.827 9.578 9.554 -0.012 -0.015 -0.009
Si 9.562 6.858 9.553 -0.001 -0.034 -0.007
Si 6.818 15.013 9.559 -0.02 0.023 -0.002
Si 9.543 12.285 9.57 -0.001 0.022 0.008
Si 12.288 4.112 9.559 -0.006 -0.002 -0.01
Si 15.032 1.357 9.568 0 0.015 0.009
Si 12.286 9.573 9.561 -0.002 -0.016 -0.009
Si 15.03 6.851 9.569 -0.025 -0.025 0
Si 12.284 15.017 9.563 -0.007 0.01 -0.005
Si 15.023 12.287 9.56 0.006 0.018 0.002

Results
total energy: -115459.689 eV
total energy less fixed offsets of O -438.04, Si -107.15 eV per atom: -4.949 eV
